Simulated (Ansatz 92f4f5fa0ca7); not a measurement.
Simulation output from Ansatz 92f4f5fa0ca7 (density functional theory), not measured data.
Periodic cell of 224 atoms, Si133O90H1, from a study of silicon, its oxide and their interface. The atomic structure is a simulated model.

Settings: functional PBE; potential files Ansatz PAW; basis plane waves; wave-function cutoff 700 eV; density cutoff ratio 5; exchange-correlation grid ratio 1; k mesh 2 x 2 x 1, shifted by 0.5 0.5 0.5 of a step; self-consistency stop 5e-08 eV per atom in the density residual; occupations fixed; spin none; net charge +1 e, with a uniform compensating background and no finite-size correction.

Cell vectors (angstrom)
a  10.938  0  0
b  0  10.938  0
c  0  0  32.3551

Atoms: element, x, y, z (angstrom)
Si  0.3461  -0.2941  24.7619
Si  5.2904  0.2923  25.0624
Si  3.0755  2.475  25.0231
Si  7.9491  2.9333  25.016
Si  -0.1992  5.665  24.7949
Si  5.7633  5.1744  24.9111
Si  2.6236  8.4065  24.6601
Si  8.5012  7.9017  24.8405
Si  1.4109  1.2945  26.1828
Si  6.8388  1.4061  26.3877
Si  4.1775  4.0925  26.2882
Si  9.6075  4.1123  26.1904
Si  1.4236  6.8471  26.0674
Si  6.9024  6.7978  26.1884
Si  4.1047  9.5344  26.162
Si  9.6555  9.532  26.1201
Si  2.7558  -0.0467  27.5831
Si  8.2643  -0.0494  27.5559
Si  0.0264  2.7023  27.5341
Si  5.4718  2.7484  27.6884
Si  2.7349  5.4822  27.5347
Si  8.2347  5.4463  27.5932
Si  0.0499  8.174  27.5388
Si  5.4925  8.1767  27.5317
Si  4.1018  1.3673  28.9368
Si  9.5708  1.3673  28.9368
Si  1.3673  4.1018  28.9368
Si  6.8362  4.1018  28.9368
Si  4.1018  6.8362  28.9368
Si  9.5708  6.8362  28.9368
Si  1.3673  9.5708  28.9368
Si  6.8362  9.5708  28.9368
Si  0  0  30.3041
Si  5.469  0  30.3041
Si  2.7345  2.7345  30.3041
Si  8.2035  2.7345  30.3041
Si  0  5.469  30.3041
Si  5.469  5.469  30.3041
Si  2.7345  8.2035  30.3041
Si  8.2035  8.2035  30.3041
Si  1.3673  1.3673  31.6713
Si  6.8362  1.3673  31.6713
Si  4.1018  4.1018  31.6713
Si  9.5708  4.1018  31.6713
Si  1.3673  6.8362  31.6713
Si  6.8362  6.8362  31.6713
Si  4.1018  9.5708  31.6713
Si  9.5708  9.5708  31.6713
Si  2.7345  0  0.6835
Si  8.2035  0  0.6835
Si  0  2.7345  0.6835
Si  5.469  2.7345  0.6835
Si  2.7345  5.469  0.6835
Si  8.2035  5.469  0.6835
Si  0  8.2035  0.6835
Si  5.469  8.2035  0.6835
Si  4.1018  1.3673  2.0507
Si  9.5708  1.3673  2.0507
Si  1.3673  4.1018  2.0507
Si  6.8362  4.1018  2.0507
Si  4.1018  6.8362  2.0507
Si  9.5708  6.8362  2.0507
Si  1.3673  9.5708  2.0507
Si  6.8362  9.5708  2.0507
Si  0  0  3.418
Si  5.469  0  3.418
Si  2.7345  2.7345  3.418
Si  8.2035  2.7345  3.418
Si  0  5.469  3.418
Si  5.469  5.469  3.418
Si  2.7345  8.2035  3.418
Si  8.2035  8.2035  3.418
Si  1.2237  1.4956  4.7714
Si  6.7991  1.3922  4.8247
Si  4.1335  4.0304  4.7938
Si  9.5365  4.115  4.8497
Si  1.3655  6.8215  4.7664
Si  6.7881  6.9009  4.7813
Si  4.0739  9.6205  4.7734
Si  9.6094  9.5444  4.7201
Si  2.6628  0.1366  5.9777
Si  8.1837  -0.0769  6.0287
Si  -0.1755  2.7242  6.3745
Si  5.4353  2.6858  6.3386
Si  2.6685  5.3617  6.0653
Si  8.1572  5.5349  6.1513
Si  0.0373  8.2169  6.1241
Si  5.3822  8.2511  6.1906
Si  3.6679  1.5561  7.5614
Si  9.6256  0.8982  7.5923
Si  1.5278  3.9027  7.5535
Si  6.5273  4.4628  7.4807
Si  4.1844  6.5817  7.3314
Si  9.3554  7.1462  7.4241
Si  1.1863  9.8943  7.308
Si  7.0697  9.358  7.4264
O  9.6085  6.7823  24.2952
O  4.1799  1.3697  24.4607
O  8.1897  8.2224  7.9011
O  2.6426  2.7744  8.0459
O  6.8639  4.0358  24.4127
O  1.471  9.5339  24.2089
O  5.3581  5.5576  7.8726
O  0.0023  -0.0452  7.8675
O  7.1249  4.0727  8.9667
O  6.6994  10.2219  8.8195
O  10.1417  6.6765  8.8093
O  2.0585  9.5533  8.6675
O  3.888  0.6356  8.9512
O  1.0499  4.7097  8.9363
O  8.8709  0.8168  9.1067
O  3.3617  7.117  8.6525
O  7.7778  8.5322  23.4913
O  8.5492  2.0833  23.7535
O  5.1089  5.7897  23.5333
O  2.4782  3.2387  23.7086
O  10.6234  0.4218  23.4164
O  0.4311  4.9473  23.4311
O  3.3823  7.7969  23.2822
O  6.1533  10.6596  23.8001
Si  9.5729  2.5366  19.943
Si  5.5927  6.6991  19.654
Si  7.9919  3.4177  14.5444
Si  13.3422  3.2497  13.3478
Si  4.6744  1.4302  13.6242
Si  5.0285  7.2162  14.3132
Si  4.0273  5.4771  12.2559
Si  4.0175  6.4557  22.5346
Si  9.5274  10.7968  14.33
Si  6.8261  5.5366  12.629
Si  7.325  1.9108  12.1693
Si  3.3104  13.4952  17.829
Si  7.9942  4.3772  10.2865
Si  9.1756  7.8058  14.6505
Si  7.5562  0.512  18.487
Si  9.7918  5.1638  16.2462
Si  7.6522  9.6612  16.3239
Si  2.1969  11.3501  12.428
Si  7.9893  15.842  18.7913
Si  12.4911  13.4861  20.0828
Si  -1.6445  1.0803  22.7317
Si  4.9056  10.0224  15.4087
Si  2.86  10.9409  19.2637
Si  5.576  9.6572  20.1223
Si  10.7475  5.4477  9.6876
Si  7.1087  9.8423  22.7962
Si  6.2763  13.815  17.0234
Si  -3.1254  -0.1761  9.8907
Si  1.7701  4.2803  16.0868
Si  -1.6802  9.1455  11.9268
Si  1.0148  8.9353  14.2755
Si  3.5136  7.6345  10.1714
Si  1.749  4.285  22.724
Si  2.5265  9.1372  16.9859
Si  14.0011  10.3545  9.6735
Si  4.0121  6.4038  17.0686
Si  11.6937  -3.4888  11.7163
O  5.1019  6.6927  15.8641
O  3.729  2.6614  14.1187
O  6.673  3.2002  15.469
O  3.9979  10.1139  20.0922
O  4.2976  6.4427  10.9685
O  1.3292  3.3949  21.4311
O  4.1007  9.1749  10.2143
O  -3.3844  -5.2181  11.1675
O  10.6812  -2.2786  11.3538
O  9.2766  3.7553  15.5192
O  5.4426  4.6924  12.4395
O  3.5059  10.1572  16.1881
O  6.3979  6.8938  13.4618
O  10.2847  9.201  14.7082
O  6.0519  9.6091  16.4794
O  9.7946  6.3899  15.1082
O  13.7756  4.3514  12.1952
O  6.7478  1.3598  17.3499
O  1.4973  8.6835  15.7864
O  1.9618  9.9019  18.3173
O  14.1657  7.7725  17.4665
O  4.6902  14.0598  17.2048
O  8.6883  12.3858  19.1252
O  5.8192  2.0623  12.708
O  8.2616  2.0804  13.5757
O  2.7701  5.4524  22.2382
O  8.9032  14.9714  19.8311
O  2.0817  10.9323  10.8736
O  -3.1068  4.7332  13.6205
O  10.5958  11.8088  14.9732
O  7.7882  3.1386  11.2808
O  8.7748  8.015  13.0752
O  2.7563  14.1976  19.2071
O  12.4705  4.0453  14.4762
O  8.284  10.8306  22.2324
O  13.0583  7.7725  10.9761
O  12.5633  1.9421  12.6987
O  8.1112  10.6468  15.0829
O  4.7504  16.8897  18.4456
O  8.2956  10.1844  17.7146
O  5.2981  11.4873  14.8332
O  3.7814  0.3755  12.7684
O  6.9891  14.8211  18.0468
O  -1.4974  10.5935  12.7248
O  9.7145  2.0014  21.4607
O  5.7684  8.2818  19.2567
O  2.9538  5.3181  16.4866
O  -2.5862  -1.558  10.6269
O  6.4793  21.8203  19.5433
O  11.9119  7.5777  13.3706
O  6.1246  9.3325  21.6071
O  2.1317  2.8146  16.7155
O  7.0958  16.938  19.6207
O  7.271  11.5499  11.2167
O  8.9171  16.4954  17.571
O  1.9521  0.9404  20.2571
O  3.7831  -4.4807  13.5621
O  8.1366  8.1792  15.8301
O  0.2167  6.0076  11.1929
O  4.8087  8.8383  14.2772
O  11.0641  13.5349  19.2757
O  4.7941  6.6526  21.0861
O  1.4845  10.2394  13.4466
O  11.3253  4.9025  16.6833
O  3.5883  1.001  18.1895
O  9.5678  4.3609  9.9094
H  10.3667  12.7395  15.1262

Results
free energy: -135772.722 eV
free energy less fixed offsets of H -17.10, O -569.03, Si -635.61 eV per atom: -6.792 eV

Forces (eV/angstrom), in the order of the atoms: element, x, y, z
Si  0.0142  -0.0075  -0.0375
Si  -0.0035  0.0255  -0.0361
Si  0.0158  -0.0115  -0.0549
Si  -0.0233  -0.0003  -0.0387
Si  -0.0189  0.0045  -0.0405
Si  0.0091  -0.0206  -0.0321
Si  -0.0041  0.0179  -0.0355
Si  0.0082  -0.0195  -0.0411
Si  -0.0066  -0.0035  0.0057
Si  -0.003  0.0003  -0.0082
Si  0.0048  0.0089  -0.0082
Si  -0.0096  0.0032  0.0063
Si  0.0038  -0.0008  0.0092
Si  -0.0074  -0.0005  0.0065
Si  -0.0105  -0.0006  0.0071
Si  -0.0019  0.0023  0.0175
Si  -0.0015  -0.0068  -0.0099
Si  0.016  -0.0133  -0.0073
Si  0.0025  -0.0018  0.0005
Si  -0.0042  -0.001  -0.0149
Si  -0.0097  0.0119  0.0059
Si  0.0051  0.0035  -0.0094
Si  0.0026  -0.0028  -0.0085
Si  -0.0007  0  0.002
Si  -0.2316  -0.2644  0.386
Si  0.163  -0.0859  -0.1549
Si  0.0319  -0.0152  -0.3315
Si  0.3025  0.2605  0.618
Si  0.0225  0.0227  -0.2339
Si  0.2258  0.0387  -0.0319
Si  0.0126  -0.1669  0.0933
Si  0.1064  -0.1467  -0.2629
Si  0.013  0.0195  -0.0167
Si  -0.0278  0.0664  -0.014
Si  -0.0104  -0.0509  0.0017
Si  -0.0455  0.0657  -0.0052
Si  -0.0513  0.0256  -0.0155
Si  0.0646  0.0154  0.0023
Si  -0.0237  0.0479  -0.0171
Si  -0.0046  0.0138  -0.0162
Si  -0.0231  -0.0066  0.014
Si  0.0483  -0.0685  -0.002
Si  0.0145  0.0087  0.0005
Si  0.0303  -0.0391  -0.0021
Si  0.0924  -0.0367  -0.0083
Si  -0.0152  -0.0096  0.0091
Si  -0.0046  -0.042  -0.0061
Si  -0.0198  0.0269  0.0015
Si  0.0614  -0.0025  -0.0282
Si  -0.054  0.0508  -0.0096
Si  -0.0242  0.0253  0.0245
Si  -0.0347  0.0411  0.0133
Si  -0.0894  0.0392  -0.0144
Si  0.0097  -0.0111  -0.0313
Si  -0.0143  0.0026  0.0084
Si  0.0236  0.0203  0.0228
Si  -0.1113  -0.1481  0.015
Si  -0.0207  -0.1423  -0.0097
Si  0.1384  0.0501  -0.0082
Si  0.0653  0.058  0.0211
Si  -0.0393  -0.0548  0.0132
Si  -0.1279  -0.1008  0.0034
Si  0.0708  0.078  0.0016
Si  0.0933  0.0476  0.0097
Si  -0.0265  0.2936  -0.3533
Si  0.0472  0.1764  0.0202
Si  -0.2459  0.1026  -0.1093
Si  -0.1227  0.1032  0.3728
Si  -0.2061  -0.1976  0.1586
Si  -0.0164  -0.0835  0.1506
Si  0.0365  0.0229  0.031
Si  -0.0733  -0.061  -0.2899
Si  -0.0098  0.0101  0.0042
Si  -0.0236  0.02  0.0025
Si  0.0011  -0.0015  0.0064
Si  0.0157  -0.0184  -0.0138
Si  -0.0104  0.0026  0.0068
Si  0.0046  -0.0107  0.0137
Si  0.0113  -0.0123  0.0144
Si  -0.006  0.0132  0.0127
Si  0.0342  -0.0213  0.0024
Si  -0.0068  0.0268  0.0104
Si  0.021  -0.0068  -0.0236
Si  -0.0178  -0.0029  -0.0337
Si  -0.0053  0.028  0.0212
Si  0.0287  0.0004  0.016
Si  -0.0035  -0.0031  -0.0259
Si  0.0179  0.0027  -0.0311
Si  -0.0485  -0.0092  0.0379
Si  0.0022  -0.0503  0.0421
Si  0.0373  0.0182  0.025
Si  -0.0076  0.0401  0.0369
Si  -0.0035  -0.0288  0.0256
Si  -0.0227  0.0109  0.0242
Si  0.0095  0.048  0.0576
Si  0.0501  0.0135  0.0428
O  0.0012  -0.0038  -0.0188
O  0.0001  0.0068  -0.0229
O  -0.0035  -0.0032  0.0229
O  0.0012  -0.0107  0.0175
O  -0.0005  0.0016  -0.0215
O  0.0052  0.0029  -0.0187
O  -0.0012  -0.0085  0.0218
O  -0.0135  -0.0035  0.0171
O  0.0043  0.0006  -0.0009
O  0.0193  -0.0132  -0.0104
O  -0.0058  -0.0163  0.0002
O  -0.0082  0.0152  -0.0103
O  -0.0154  0.0032  -0.0152
O  -0.0202  -0.0078  -0.0087
O  -0.0115  0.0013  -0.0115
O  0.0187  0.0084  0.0029
O  0.0091  0.0152  0.0076
O  0.0079  -0.001  0.0043
O  -0.0083  0.0015  0.004
O  -0.0076  0.0111  0.0058
O  -0.0144  -0.0091  0.0104
O  0.0176  0.0051  0.0053
O  -0.0132  -0.0124  0.0178
O  -0.0008  -0.0085  0.0022
Si  0.0031  0.0021  0.002
Si  0.0015  -0.0013  -0.0011
Si  -0.0021  -0.0004  -0.0002
Si  -0.0068  0.0028  -0.0016
Si  0.0015  0.0033  0.0037
Si  0.0037  0.0016  -0.0006
Si  -0.0026  -0.0011  -0.0057
Si  -0.0013  -0.006  -0.0025
Si  -0.0069  0.0172  -0.0076
Si  0.0035  0.0069  -0.0012
Si  -0.0026  -0.0016  -0.0005
Si  -0.0017  0  -0.0017
Si  0.0064  0.0026  -0.0057
Si  0.0111  0.0047  -0.0077
Si  0.0028  -0.0041  -0.0025
Si  0.0059  0.0073  0.0028
Si  0.0049  -0.0002  0.0005
Si  -0.0137  -0.0015  -0.0028
Si  0.0039  0.006  0.0055
Si  -0.0023  0.0012  0.0059
Si  -0.005  0.0082  0.0014
Si  0.0009  0  -0.0008
Si  -0.0033  -0.0005  0.0005
Si  -0.0023  -0.0017  0.003
Si  -0.0044  -0.0047  0.0007
Si  -0.0035  0.003  0.0043
Si  -0.0039  -0.0019  -0.0051
Si  -0.0027  -0.0094  0.0043
Si  -0.005  -0.0008  -0.0036
Si  0.0015  -0.0025  -0.0054
Si  -0.0177  0.0004  0.0084
Si  0.0182  -0.0012  -0.0084
Si  0.0061  -0.0166  0.003
Si  -0.0075  -0.0018  -0.0013
Si  -0.0014  -0.0078  0.0037
Si  0.0019  -0.0001  0.0003
Si  -0.0197  -0.0039  0.0106
O  -0.0303  0.0131  -0.0069
O  -0.0101  -0.0095  -0.0257
O  0.023  0.001  0.0065
O  0.0102  0.0082  -0.0216
O  -0.0067  -0.0017  0.0146
O  0.0192  0.0183  0.0049
O  -0.0162  0.0089  -0.0168
O  0.0001  -0.0285  0.0117
O  -0.0039  -0.0135  0.0209
O  -0.0037  0.0082  -0.0062
O  0.0048  0.0209  0.0069
O  0.016  -0.018  0.0066
O  -0.0222  -0.0074  0.0071
O  0.0071  -0.002  -0.0069
O  0.0032  -0.0018  -0.0236
O  -0.005  -0.0217  0.0212
O  0.0103  -0.004  0.0308
O  0.0077  0.0189  0.0167
O  0.0141  -0.001  0.0029
O  0.0329  0.0065  -0.0023
O  0.0061  0.0007  -0.0206
O  0.0053  -0.0167  0.0035
O  -0.0064  0.01  0.001
O  -0.0008  -0.0057  0.0128
O  -0.0209  0.0287  0.007
O  0.0015  -0.0058  0.0155
O  -0.0034  -0.0137  -0.0225
O  0.0169  -0.0035  0.0023
O  -0.0194  -0.0109  -0.0038
O  -0.0188  -0.0979  -0.0272
O  -0.0081  -0.0038  -0.0015
O  0.0097  0.005  -0.0113
O  -0.0173  -0.0317  -0.002
O  0.0179  -0.0113  0.0052
O  -0.0011  0.0042  0.0195
O  -0.0031  -0.0028  0.0088
O  0.033  -0.0083  0.0089
O  0.0281  -0.0147  0.0119
O  0.01  0.0183  0.001
O  -0.0297  0.0192  -0.015
O  -0.0135  -0.0039  -0.0082
O  -0.01  0.0222  0.011
O  0.0074  -0.0032  -0.0054
O  -0.0089  -0.0323  0.0148
O  -0.0139  -0.0135  -0.0058
O  -0.0129  -0.0077  0.0186
O  -0.0014  0.0072  0.0021
O  0.0019  0.0041  0.0064
O  0.0059  -0.0124  -0.0118
O  -0.0034  0.0294  -0.0107
O  0.0096  0.0112  -0.0102
O  0.0128  0.0273  0.0067
O  -0.0105  -0.0091  -0.0175
O  0.0065  0.0101  -0.0196
O  0.0047  -0.0211  -0.0031
O  0.0126  0.0166  -0.0304
O  0.0349  -0.0041  -0.0128
O  -0.0042  0.022  -0.0011
O  -0.0034  0.0133  -0.0228
O  0.0018  -0.0102  0.0292
O  -0.0014  -0.0086  0.0268
O  -0.002  -0.0027  -0.0074
O  0.0003  -0.0086  -0.0146
O  -0.0048  -0.0086  -0.0177
O  -0.0218  -0.0006  0.0181
O  -0.0076  0.0251  0.0047
H  -0.0077  0.0863  0.0303

The program warned: the cutoff lies below the one the program advises for these potential files; the forces do not sum to zero within the program's tolerance; the exchange-correlation potential is rough where the density is thin.
